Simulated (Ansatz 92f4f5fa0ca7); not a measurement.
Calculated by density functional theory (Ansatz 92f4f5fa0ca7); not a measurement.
Periodic cell of 176 atoms, Si99O77, from a study of silicon, its oxide and their interface. The atomic structure is a simulated model.

Settings
functional: r2SCAN
potential files: Ansatz norm-conserving
basis: plane waves
wave-function cutoff: 1300 eV
density cutoff ratio: 4
exchange-correlation grid ratio: 1
k mesh: 2 x 2 x 1, shifted by 0.5 0.5 0.5 of a step
self-consistency stop: 5e-08 eV per atom in the density residual
occupations: Fermi-Dirac, 0.05 eV
spin: none
net charge: 0

Cell vectors (angstrom)
a, 11.5403, 0, 0
b, 0, 11.5403, 0
c, -5.0783, 4.9788, 23.3705

Atoms: element, x, y, z (angstrom)
Si, 1.8924, 8.5926, 0.7063
Si, 10.0084, 3.9838, -0.6122
Si, 13.0183, 6.5056, -1.8757
Si, 5.6424, 9.3517, -0.2161
Si, 3.8958, -0.3815, -1.9775
Si, 3.2777, 6.5848, 0.3548
Si, 9.4449, 8.7718, 0.0409
Si, 7.7051, 2.2706, -0.15
Si, 6.1531, 6.6299, -0.6438
Si, 3.8741, 9.4692, 1.4635
Si, 2.4467, 1.1058, 0.5122
Si, 5.3874, 3.8236, -1.3932
Si, 8.4088, 6.4686, 0.066
Si, 7.5926, -1.9927, 1.2215
Si, 12.0287, 4.7833, 0.2458
Si, 11.3026, 9.1972, 1.4989
Si, 13.8345, 3.1957, -0.5221
Si, 12.0615, 4.9116, -4.3209
Si, 3.9076, 7.7899, 3.1026
Si, 3.7163, 0.1739, 2.3241
Si, 3.7224, 5.4772, 2.5773
Si, 7.6914, 7.9159, 2.9407
Si, 7.6602, 0.1376, 2.2456
Si, 7.8621, 5.6111, 2.3733
Si, 11.6146, 7.5758, 3.0528
Si, 11.712, -0.0683, 2.2126
Si, 11.6494, 5.239, 2.5564
Si, 1.9595, 8.1174, 4.3082
Si, 1.889, 0.4128, 3.7411
Si, 1.9401, 4.6282, 3.882
Si, 5.8236, 8.2169, 4.3035
Si, 5.7433, 0.5297, 3.5647
Si, 5.803, 4.7233, 3.4901
Si, 9.6595, 8.1762, 4.1937
Si, 9.711, 0.5102, 3.4298
Si, 9.6598, 4.7499, 3.7561
Si, 1.9953, 6.2124, 5.6596
Si, 2.0037, -1.3106, 5.2581
Si, 1.9265, 2.5259, 4.9337
Si, 5.7081, 6.1671, 5.4052
Si, 5.8401, -1.213, 5.2625
Si, 5.7358, 2.6164, 4.7182
Si, 9.657, 6.3393, 5.6301
Si, 9.7905, -1.2744, 5.1916
Si, 9.6592, 2.5501, 4.7236
Si, 3.9431, 6.2649, 7.0094
Si, 3.8989, -1.2924, 6.5904
Si, 3.8759, 2.6338, 6.3087
Si, 7.5487, 6.2469, 6.7871
Si, 7.8516, -1.3849, 6.5252
Si, 7.6953, 2.4613, 6.0366
Si, 11.6607, 6.435, 7.0316
Si, 11.7185, -1.3416, 6.6451
Si, 11.5033, 2.5714, 6.262
Si, 3.7842, 0.7524, 7.7048
Si, 3.8916, 4.1718, 8.2287
Si, 3.639, 8.4651, 8.1106
Si, 7.686, 0.6548, 7.5622
Si, 7.5822, 4.0663, 7.7243
Si, 7.3482, 8.2973, 7.9871
Si, 1.9045, 1.2151, 9.1064
Si, 11.4713, 4.3206, 8.0138
Si, 1.1003, 8.4769, 8.0856
Si, 11.5827, 0.6964, 7.7368
Si, 9.4397, 3.8063, 9.1624
Si, 0.435, 9.1037, 10.2081
Si, 5.7695, 0.7071, 8.9155
Si, 5.8926, 3.1552, 9.204
Si, 5.6486, 9.6222, 9.2365
Si, 9.5838, 0.8697, 8.9251
Si, 1.7699, 3.6039, 9.3323
Si, 9.8193, 11.0006, 10.6867
Si, 8.4131, 11.3748, 16.6779
Si, 8.2975, 7.4106, 19.8712
Si, 8.7375, 7.1696, 10.5584
Si, 5.7538, 6.9169, 16.2446
Si, 1.1811, 4.4956, 11.4898
Si, 7.9772, 2.8442, 21.0262
Si, -0.1033, 12.0614, 16.3737
Si, 4.1782, 6.9198, 20.7033
Si, 4.8465, 4.1027, 15.6102
Si, 5.0422, 3.8158, 20.6439
Si, 8.0138, 5.3981, 17.8494
Si, 9.9784, 4.3321, 13.1446
Si, 1.9088, 11.6429, 14.2294
Si, 4.3974, 2.3599, 18.0079
Si, 8.0007, 4.3333, 10.9151
Si, 7.0998, 2.6371, 16.8514
Si, 0.0922, 7.2814, 11.5007
Si, 7.6368, 8.9963, 14.6899
Si, 2.6578, 11.2898, 17.1134
Si, 10.2913, 7.2972, 14.1827
Si, -0.0673, 3.425, 15.6086
Si, 4.2428, 8.8428, 18.241
Si, 7.4083, 9.5434, 11.8111
Si, 2.5536, 3.0976, 13.8544
Si, -0.346, 7.0919, 19.6404
Si, -0.6397, 6.1882, 16.8646
Si, 1.0721, 10.9479, 11.4597
O, 14.5411, 6.3169, -1.2785
O, 2.9808, 0.3088, -0.8332
O, 4.9435, 6.7118, 0.5057
O, 5.7841, 5.382, -1.6409
O, 9.3995, 3.5249, 20.5963
O, 5.1779, 7.9799, 21.4511
O, 3.7647, 7.7168, 19.3329
O, 12.1096, 6.3225, -0.5088
O, 3.8602, 3.6705, -0.8371
O, 9.0171, 3.0927, 0.3787
O, 9.139, 5.3408, -0.9625
O, 0.8346, 0.7056, 0.8405
O, 8.047, 7.5951, 21.4536
O, 8.518, 7.8053, 9.0865
O, -1.1783, 9.5707, 10.0973
O, 4.2246, 2.9619, 19.5077
O, 6.9235, 9.5759, 13.3489
O, 1.0645, 11.5444, 17.388
O, -0.6008, 5.6438, 20.3111
O, 10.0391, 11.3055, 16.6861
O, 5.2267, -0.9703, -1.2523
O, 2.8612, 11.1623, 15.4795
O, 1.3992, 3.471, 14.928
O, 8.009, 1.7008, -1.6535
O, 5.9702, 1.9706, 17.8165
O, 0.9121, 3.345, -4.4713
O, 9.629, 9.7925, -1.2955
O, 6.6573, 3.6125, 20.4847
O, 5.386, 9.8913, 18.7698
O, 2.5053, 1.4996, 13.6529
O, -0.2046, 7.784, 13.0393
O, 1.2713, 6.1353, 11.4664
O, 10.3055, 3.4373, 14.4672
O, 12.475, 5.3145, -2.8183
O, 6.3388, 3.4133, 15.6257
O, 6.5356, 3.6003, 10.6946
O, 4.916, 5.7347, 15.481
O, 7.8672, 12.8214, 20.5737
O, 6.6695, 6.0616, 17.2657
O, 9.6553, 2.2867, 9.7744
O, 10.2658, 6.6515, 10.8042
O, 3.4965, 12.5634, 17.7321
O, -0.4192, 7.1494, 15.5787
O, 7.8112, 10.3065, 15.6255
O, 1.9684, 0.5063, 10.6242
O, 8.6169, 3.8958, 12.3794
O, 6.096, 9.4333, 10.8437
O, 9.2984, 6.0596, 17.1108
O, 8.3502, 8.2379, 11.6946
O, 7.7154, 5.9345, 10.8142
O, 1.5328, 9.3215, -0.7332
O, 6.6896, 7.8167, 15.2786
O, 9.7349, 5.8472, 13.7013
O, 4.7822, 5.4266, 20.4248
O, 9.1053, 8.362, 14.4301
O, 5.6814, 3.0358, -2.8054
O, -0.0896, 4.7017, 16.591
O, 5.9113, 8.1242, -1.3109
O, 1.3439, 5.9254, -5.2711
O, 4.017, 3.5594, 14.3417
O, 8.0069, 1.3856, 16.3484
O, 4.062, 3.5699, 16.9539
O, 1.8031, 10.6798, 12.9182
O, 8.0816, 5.858, 19.4128
O, 7.9871, 3.7754, 17.6435
O, 2.3139, 3.8741, 12.4575
O, -0.3125, 4.1561, 12.0981
O, 4.7587, 7.9615, 16.9768
O, 3.0549, 9.8616, 17.7876
O, 8.3764, 10.8132, 11.467
O, 6.37, 3.1913, -0.2563
O, -1.7395, 7.9042, 19.5198
O, -0.4888, -0.0178, 11.684
O, -0.3035, 2.1248, 16.5428
O, 7.4331, 1.0942, 0.9001
O, 0.3954, 11.7837, 14.8459
O, 0.1799, 6.8241, 18.1238

Results
free energy: -47385.106 eV
free energy less fixed offsets of O -463.61, Si -117.95 eV per atom: -10.086 eV
pressure: -2.18 GPa
stress xx, yy, zz, yz, xz, xy (GPa, positive in tension): 2.74, 2.58, 1.22, -0.13, 0.28, 0.11

Forces (eV/angstrom), in the order of the atoms: element, x, y, z
Si, 0.3858, 0.757, -0.7197
Si, -0.3008, -0.5786, -0.3366
Si, 0.0499, -0.1447, -0.3912
Si, -0.3742, 0.6967, -0.3288
Si, 0.0216, -0.022, -0.1173
Si, 0.2017, -0.3415, 0.8942
Si, 0.0938, 1.016, -0.2191
Si, -0.0721, -0.2501, -0.2359
Si, -0.8398, 0.386, -0.4231
Si, -0.0164, 0.3433, 0.0573
Si, -0.2445, -0.5099, -0.2592
Si, 0.1547, -0.2883, -0.4257
Si, 0.1552, -0.8865, 0.0095
Si, -0.2037, -0.138, -0.1583
Si, 0.244, 0.2685, -0.1091
Si, 0.547, -0.1485, -0.1729
Si, -0.0258, 0.1598, -0.4594
Si, -0.1092, -0.0216, -0.4717
Si, -0.0549, 0.3612, -0.1207
Si, 0.3891, -0.2932, -0.1329
Si, -0.3641, -0.1828, -0.6137
Si, -0.1133, -0.0583, 0.0731
Si, -0.192, 0.2189, -0.6149
Si, 0.1221, 0.072, 0.0834
Si, -0.6403, -0.0958, 0.4078
Si, 0.13, 0.1555, -0.602
Si, -0.0178, 0.3145, 0.3187
Si, 0.1277, 0.0504, -0.0049
Si, 0.2495, -0.0513, 0.3607
Si, 0.2276, 0.1407, 0.0038
Si, -0.1005, -0.2072, -0.0246
Si, -0.3699, 0.0282, 0.1943
Si, -0.052, -0.0705, -0.1426
Si, 0.0863, -0.3862, 0.3181
Si, 0.1198, 0.0024, 0.2863
Si, -0.0023, -0.0238, 0.0221
Si, -0.1635, -0.0202, 0.1175
Si, -0.0283, -0.1023, -0.0294
Si, 0.0018, 0.0787, 0.1164
Si, 0.292, 0.3173, 0.1552
Si, -0.039, -0.1114, -0.0868
Si, 0.0973, -0.0323, 0.1348
Si, -0.1578, 0.313, 0.2412
Si, 0.156, -0.1754, -0.1945
Si, -0.0467, 0.0208, 0.0608
Si, 0.0933, -0.008, 0.0514
Si, -0.1739, 0.1682, -0.3157
Si, -0.1196, -0.019, -0.2345
Si, 0.0122, -0.5491, -0.1811
Si, -0.0199, -0.0593, -0.2586
Si, -0.0099, 0.104, -0.1894
Si, -0.0584, -0.0002, 0.0193
Si, -0.0005, 0.1072, 0.0558
Si, -0.082, 0.2467, 0.2022
Si, 0.1964, -0.1317, 0.0022
Si, -0.3351, -0.1014, -0.0186
Si, 0.0141, -0.0038, -0.1102
Si, -0.0513, 0.1957, 0.0846
Si, 0.1697, -0.308, -0.0358
Si, 0.6664, -0.0143, 0.256
Si, -0.0428, 0.1677, 0.49
Si, 0.0682, -0.364, -0.1363
Si, -0.2032, -0.1352, -0.2885
Si, 0.0237, 0.1885, -0.0885
Si, -0.2305, 0.2272, 0.1242
Si, -0.14, -0.0784, -0.1259
Si, -0.1178, -0.2394, -0.3857
Si, 0.3978, 0.266, 0.6091
Si, -0.1303, -0.1049, 0.9962
Si, 0.0927, 0.1183, 0.0763
Si, -0.0607, 0.2395, -0.1221
Si, -0.2635, -0.2836, 0.699
Si, 0.1268, 0.0268, -0.1426
Si, 0.2003, -0.1117, -0.3508
Si, -0.1598, 0.0116, 0.3266
Si, 0.0185, -0.0425, -0.0107
Si, -0.0666, -0.1775, -0.1287
Si, 0.156, 0.1303, 0.4096
Si, -0.2713, 0.0572, 0.2261
Si, -0.0942, -0.023, -0.3688
Si, -0.0385, 0.0541, -0.0584
Si, 0.0893, 0.1016, -0.4371
Si, 0.0596, -0.0947, -0.129
Si, 0.055, -0.0495, 0.1459
Si, -0.0426, 0.1244, 0.1221
Si, -0.0654, -0.088, -0.0396
Si, 0.0844, 0.2481, 0.367
Si, 0.2161, -0.0363, -0.0528
Si, 0.2206, -0.3366, 0.3548
Si, -0.0611, 0.0252, 0.1158
Si, -0.0229, -0.071, 0.1296
Si, 0.0682, 0.0013, 0.3337
Si, -0.0452, -0.0123, 0.2548
Si, -0.0727, -0.0535, -0.1595
Si, -0.0643, 0.0168, 0.2311
Si, -0.0331, 0.115, 0.1288
Si, 0.0048, -0.1295, -0.3974
Si, 0.1487, 0.0303, -0.0045
Si, 0.2254, 0.6483, 0.4894
O, -0.274, -0.0393, 0.1965
O, -0.1602, 0.2262, 0.0934
O, 0.649, -0.3287, -0.8824
O, 0.1455, 0.1172, 0.4457
O, -0.0389, 0.033, 0.2849
O, -0.1037, 0.2276, 0.3491
O, 0.1821, 0.0767, 0.2286
O, -0.142, -0.3015, -0.2282
O, -0.2331, -0.0904, -0.2177
O, 0.0668, 0.2009, -0.2538
O, -0.0878, 0.2533, 0.3337
O, 0.2947, -0.1338, 0.5406
O, 0.3659, 0.2775, 0.1792
O, -0.2527, 0.2593, -0.0118
O, -0.0031, 0.0273, 0.0497
O, 0.2397, 0.0596, 0.055
O, 0.2158, -0.1068, -0.1684
O, 0.1725, 0.0405, -0.3172
O, -0.1535, 0.0947, 0.2373
O, -0.0297, 0.1235, -0.0555
O, -0.0168, -0.2875, 0.228
O, -0.2547, 0.1621, -0.0519
O, 0.0612, -0.103, -0.1989
O, 0.0033, 0.1884, 0.3758
O, -0.1457, 0.2637, -0.0742
O, 0.0263, 0.0718, 0.2822
O, -0.0087, -0.6163, 0.3355
O, -0.0652, -0.1338, 0.1859
O, 0.1834, -0.129, 0.0979
O, -0.1288, -0.1599, 0.0991
O, -0.1728, -0.2315, -0.4022
O, -0.4775, -0.0239, 0.0229
O, 0.1228, 0.1912, -0.1629
O, 0.1379, 0.1541, 0.3223
O, -0.217, 0.0437, 0.2538
O, 0.2567, 0.0441, -0.3379
O, 0.1073, -0.1651, 0.1797
O, -0.0609, -0.2969, 0.3384
O, 0.0216, -0.06, -0.0201
O, -0.0045, -0.2415, -0.4353
O, -0.1266, 0.2163, 0.0301
O, -0.0219, 0.0025, -0.1212
O, -0.2336, -0.1798, -0.1675
O, 0.031, -0.1041, -0.0186
O, -0.2556, -0.134, -0.2948
O, -0.0435, 0.1242, -0.1468
O, 0.2916, -0.0038, -0.414
O, -0.0119, -0.0863, 0.1521
O, -0.0061, -0.0234, -0.2193
O, 0.0545, 0.1811, -0.0417
O, -0.0575, -0.031, -0.8828
O, 0.0642, 0.1263, 0.0137
O, 0.1515, -0.0308, -0.1603
O, -0.0264, -0.044, 0.2035
O, -0.0106, -0.0786, -0.1199
O, -0.2998, 0.2298, 0.5247
O, -0.1343, 0.0397, -0.1538
O, 0.1272, -0.2518, 0.493
O, -0.1404, -0.1572, 0.1413
O, -0.0711, -0.0175, 0.111
O, -0.1002, -0.0587, 0.177
O, 0.2731, -0.1014, -0.0441
O, -0.2539, 0.2432, -0.2811
O, 0.0294, 0.2992, 0.0608
O, -0.2314, 0.0565, -0.072
O, -0.1104, -0.0647, 0.2944
O, 0.1775, 0.1702, 0.079
O, 0.0627, 0.0133, 0.1197
O, 0.1379, 0.0907, -0.0215
O, 0.2618, -0.1277, -0.19
O, 0.0641, 0.1196, -0.0137
O, -0.1054, -0.2084, 0.2414
O, 0.1812, -0.3629, -0.3771
O, 0.1855, -0.1106, -0.2542
O, 0.1743, -0.0373, 0.2993
O, 0.389, 0.0552, -0.0225
O, -0.3, -0.0003, 0.1884
